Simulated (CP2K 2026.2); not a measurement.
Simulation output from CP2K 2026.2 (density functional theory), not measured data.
Periodic cell of 534 atoms, Si358O176, from a study of silicon, its oxide and their interface. The atomic structure is a simulated model.
Doubt: the forces sum to 1.20 eV/angstrom along one axis rather than to zero, so they err by at least 0.0022 eV/angstrom per atom on average; the grid cutoff is modest.

Settings: functional PBE; method Gaussian and plane waves; basis set DZVP-MOLOPT-SR-GTH; pseudopotentials GTH-PBE; grid cutoff 350 Ry, relative cutoff 50 Ry; k points Gamma only; occupations fixed; spin none; net charge 0.

Cell vectors (angstrom)
a 16.4025 0 0
b 0 16.4025 0
c 0 0 35.8829

Atoms and the computed forces on them: element, x, y, z (angstrom), force x, y, z (eV/angstrom)
Si 0.589 2 35.371 -0.269 0.284 0.204
Si 2.727 3.152 35.559 -0.664 0.199 -0.055
Si 1.534 5.922 35.258 -0.015 0.798 0.739
Si 3.099 7.762 35.405 0.133 0.107 -0.19
Si 16.206 11.165 0.029 -0.057 -0.218 0.406
Si 2.522 13.152 35.527 0.057 -0.108 0.245
Si 5.736 0.039 0.242 0.279 0.1 0.061
Si 8.591 2.538 0.024 0.023 -0.091 0.08
Si 5.2 5.61 0.021 0.151 0.198 0.103
Si 8.118 8.523 0.02 -0.207 0.259 -0.044
Si 5.835 10.699 0.403 0.103 0.189 -0.164
Si 7.881 14.161 0.185 0.124 -0.139 -0.006
Si 10.753 0.351 0.271 -0.194 -0.11 0.015
Si 14.919 3.182 35.826 0.699 0.155 0.581
Si 11.086 5.601 35.748 -0.036 0.214 0.341
Si 13.705 7.942 35.755 0.307 0.282 0.553
Si 11.3 11.125 0.143 -0.209 0.429 0.133
Si 14.05 13.498 35.731 0.032 -0.16 0.162
Si 0.667 0.799 1.54 0.449 0.004 0.026
Si 3.967 4.108 1.478 0.225 -0.022 -0.096
Si 0.773 6.073 1.643 -0.223 -0.193 -0.246
Si 4.031 9.358 1.282 0.037 -0.074 -0.149
Si 1.337 12.228 1.433 -0.048 -0.017 -0.066
Si 4.221 15.105 1.445 -0.024 -0.13 -0.159
Si 6.99 1.513 1.512 0.021 -0.048 -0.138
Si 9.834 4.044 1.346 0.067 -0.072 -0.376
Si 6.926 6.798 1.311 -0.193 -0.111 -0.341
Si 9.805 9.605 1.348 -0.097 0.135 -0.209
Si 6.944 12.412 1.597 -0.01 -0.09 -0.147
Si 9.521 15.225 1.591 -0.028 -0.082 -0.157
Si 12.518 1.484 1.392 0.072 0.163 -0.327
Si 15.449 4.424 1.875 -0.128 -0.083 -0.265
Si 12.31 6.861 1.424 0.246 -0.093 -0.083
Si 14.992 9.498 1.258 -0.093 0.073 -0.434
Si 12.504 12.578 1.516 0.16 -0.11 -0.249
Si 15.446 15.432 1.731 -0.019 -0.157 -0.107
Si 16.393 2.6 3.014 0.052 0.045 0.012
Si 2.644 16.354 2.715 -0.212 0.004 -0.08
Si 16.338 8.099 2.696 0.026 -0.007 -0.125
Si 2.622 5.338 2.923 -0.036 0.049 0.029
Si 0.115 13.67 2.872 -0.06 -0.033 0.093
Si 2.736 10.807 2.692 0.088 0.006 0.126
Si 5.471 2.796 2.776 -0.036 0.02 0.053
Si 8.19 0.104 2.981 -0.026 0.04 0.174
Si 5.469 8.105 2.723 0.089 0.019 0.08
Si 8.308 5.409 2.679 0.045 0.204 -0.138
Si 5.481 13.709 2.897 0.018 -0.065 0.204
Si 8.384 10.963 2.782 0.035 0.125 0.115
Si 11.109 2.755 2.839 -0.001 0.018 0
Si 13.695 0.075 2.888 0.091 -0.072 0.124
Si 10.977 8.209 2.805 -0.117 -0.075 0.137
Si 13.662 5.529 2.898 -0.045 0.002 0.04
Si 10.972 13.802 2.838 -0.079 -0.006 0.016
Si 13.719 10.94 2.755 0.005 -0.067 0.04
Si 1.386 3.956 4.349 0.003 -0.066 0.011
Si 4.06 1.354 4.096 0.121 -0.029 -0.04
Si 1.358 9.465 4.086 -0.049 0.037 -0.023
Si 4.071 6.783 4.151 0.061 0.022 -0.03
Si 1.454 14.996 4.265 -0.102 0.083 -0.036
Si 4.092 12.216 4.131 -0.048 0.115 -0.077
Si 6.874 4.139 4.128 0.001 -0.141 -0.004
Si 9.664 1.434 4.237 -0.081 -0.16 -0.029
Si 6.878 9.553 4.077 -0.066 -0.048 -0.116
Si 9.572 6.825 4.129 0.056 -0.108 -0.007
Si 6.827 15.06 4.278 0.012 0.114 0.005
Si 9.653 12.351 4.199 0.05 -0.171 -0.007
Si 12.34 4.141 4.275 -0.074 0.03 -0.091
Si 14.974 1.361 4.372 0.009 0.061 0.041
Si 12.33 9.595 4.174 0.1 0.025 -0.076
Si 15.008 6.893 4.254 -0.086 -0.07 -0.077
Si 12.33 15.098 4.234 -0.075 -0.03 0.02
Si 15.091 12.272 4.173 0.011 -0.056 -0.08
Si 16.345 16.333 11.031 0.024 0.015 -0.007
Si 2.7 2.682 11.037 0.003 0.02 0.004
Si 16.341 5.405 11.052 0.026 0.03 -0.004
Si 2.696 8.138 11.033 -0.011 0.02 -0.01
Si 16.348 10.867 11.032 -0.005 0.049 -0.012
Si 2.7 13.605 11.02 -0.002 -0.011 -0.002
Si 5.447 16.376 11.03 -0.043 0.015 -0.002
Si 8.169 2.718 11.052 -0.033 0.01 0.008
Si 5.445 5.431 11.034 -0.005 -0.015 -0.007
Si 8.167 8.158 11.034 0.005 -0.015 -0.001
Si 5.437 10.89 11.015 0.004 0.031 -0.019
Si 8.179 13.636 11.03 0 0.008 0
Si 10.891 16.375 11.037 -0.008 -0.007 -0.002
Si 13.599 2.678 11.054 0.024 0.016 0.013
Si 10.869 5.421 11.057 0.048 0 0.008
Si 13.594 8.142 11.058 0.041 0.026 0.017
Si 10.886 10.875 11.039 0.032 0.019 0.005
Si 13.622 13.609 11.042 0.032 0.012 0.01
Si 1.299 1.309 12.378 -0.012 -0.032 -0.008
Si 4.072 4.057 12.389 -0.005 -0.008 -0.001
Si 1.32 6.765 12.401 -0.022 -0.011 0.002
Si 4.067 9.517 12.377 -0.012 -0.002 0.017
Si 1.303 12.25 12.375 0.019 -0.017 -0.003
Si 4.061 14.996 12.364 0.009 0.008 -0.012
Si 6.801 1.353 12.406 0.039 -0.003 -0.009
Si 9.523 4.057 12.454 -0.005 -0.005 0.027
Si 6.824 6.778 12.405 -0.021 0.045 0.01
Si 9.53 9.498 12.422 -0.029 0.027 0.012
Si 6.798 12.263 12.38 -0.03 -0.03 -0.003
Si 9.531 15.014 12.407 0.021 -0.008 0.004
Si 12.227 1.322 12.445 0.002 -0.017 0.019
Si 14.946 4.043 12.425 0 -0.052 -0.011
Si 12.218 6.77 12.439 -0.029 -0.024 -0.02
Si 14.96 9.513 12.406 0.007 -0.038 0.008
Si 12.25 12.235 12.402 -0.018 -0.023 -0.022
Si 14.962 14.987 12.412 -0.016 -0.028 0.016
Si 16.304 2.639 13.755 0.04 0.017 -0.004
Si 2.659 16.331 13.721 0.025 0.006 0.007
Si 16.314 8.114 13.742 -0.006 0.048 -0.013
Si 2.686 5.386 13.763 0.011 0.024 -0.015
Si 16.312 13.586 13.75 0.04 -0.005 -0.005
Si 2.673 10.884 13.716 -0.02 -0.009 -0.004
Si 5.438 2.719 13.776 -0.075 0.02 0.001
Si 8.168 16.398 13.773 -0.084 -0.005 0.023
Si 5.433 8.136 13.734 0.042 -0.012 -0.023
Si 8.175 5.437 13.831 -0.045 -0.063 -0.019
Si 5.442 13.659 13.731 -0.075 -0.041 0.028
Si 8.143 10.877 13.749 0.009 0.031 -0.025
Si 10.846 2.662 13.848 0.057 0.044 -0.005
Si 13.581 16.328 13.803 0.019 0.018 -0.011
Si 10.849 8.106 13.837 0.075 0.001 -0.013
Si 13.532 5.361 13.813 0.047 0.053 0.01
Si 10.9 13.625 13.747 0.005 -0.012 -0.009
Si 13.559 10.835 13.793 0.027 0.088 0.026
Si 1.292 3.991 15.086 -0.06 -0.08 0
Si 4.033 1.311 15.049 -0.022 0.032 0.046
Si 1.302 9.492 15.057 -0.018 0.005 -0.001
Si 4.09 6.753 15.096 -0.036 0.028 -0.007
Si 1.272 14.971 15.087 -0.028 -0.008 0.059
Si 4.028 12.296 15.041 0.084 0.035 -0.036
Si 6.799 4.08 15.185 0.029 0.073 0.084
Si 9.485 1.308 15.249 -0.01 -0.063 0.089
Si 6.792 9.486 15.111 -0.092 0.052 0.001
Si 9.508 6.762 15.284 -0.014 0.059 0.176
Si 6.798 15.039 15.115 0.088 0.121 -0.026
Si 9.509 12.273 15.071 -0.071 -0.038 -0.008
Si 12.167 4.015 15.264 -0.045 -0.063 0.077
Si 14.928 1.302 15.167 0.015 -0.018 0.054
Si 12.2 9.464 15.205 -0.038 -0.044 0.044
Si 14.908 6.761 15.103 0.018 -0.042 -0.017
Si 12.237 14.938 15.186 -0.014 -0.021 0.107
Si 14.933 12.216 15.122 -0.014 -0.024 0.01
Si 16.298 16.3 16.49 -0.004 0.015 0.023
Si 2.648 2.602 16.442 -0.107 -0.023 0.114
Si 16.276 5.347 16.383 -0.073 -0.021 0.067
Si 2.706 8.141 16.375 0.074 0.011 0.133
Si 16.295 10.801 16.422 0.053 0.05 0.044
Si 2.652 13.624 16.435 0.033 -0.034 0.083
Si 5.402 0.02 16.446 -0.048 -0.092 0.08
Si 8.106 2.718 16.623 -0.063 0.035 0.006
Si 5.439 5.459 16.56 0.022 -0.025 0.155
Si 8.088 8.169 16.61 -0.038 -0.032 0.025
Si 5.409 10.93 16.349 -0.099 -0.025 -0.017
Si 8.21 13.686 16.439 -0.073 0.03 -0.019
Si 10.832 16.248 16.593 0.078 0.096 0.023
Si 13.528 2.594 16.601 -0.005 -0.027 0.084
Si 10.794 5.331 16.749 0.118 0.05 0.034
Si 13.57 8.053 16.571 0.02 0.008 0.138
Si 10.74 10.856 16.472 0.021 0.17 0.051
Si 13.6 13.545 16.566 0 -0.082 0.057
Si 1.284 1.223 17.855 0.078 -0.012 0.015
Si 4.04 3.965 17.762 0.045 0.016 -0.126
Si 1.342 6.669 17.621 -0.063 0.107 -0.021
Si 4.013 9.628 17.701 0.029 -0.141 -0.133
Si 1.247 12.201 17.728 -0.032 -0.022 -0.107
Si 4.023 15.052 17.761 -0.048 0.169 -0.099
Si 6.655 1.393 17.929 -0.139 0.165 0.067
Si 9.343 4.006 18.202 -0.023 -0.05 0.156
Si 6.712 6.886 18.07 -0.109 -0.022 -0.047
Si 9.225 9.763 17.952 -0.01 -0.001 0.008
Si 6.734 12.371 17.642 -0.067 0.021 -0.106
Si 9.499 14.89 18.03 0.021 -0.224 0.261
Si 12.175 1.146 18.022 0.175 0.03 -0.084
Si 14.941 4.026 17.848 -0.015 0.059 -0.051
Si 12.286 6.651 18.078 -0.046 0.256 -0.046
Si 15.037 9.386 17.862 0.075 -0.183 0.06
Si 12.181 12.086 17.842 0.045 0.013 -0.004
Si 14.993 14.929 17.933 -0.011 0.001 0.018
Si 16.315 2.66 19.126 0.047 0.019 0.209
Si 2.689 16.281 19.252 0.016 0.039 0.304
Si 0.115 7.92 19.119 0.033 0.175 -0.205
Si 2.604 5.283 18.986 0.223 -0.034 -0.02
Si 0.013 13.507 19.201 -0.051 0.039 0.367
Si 2.551 10.833 19.078 0.079 0.121 0.194
Si 5.2 2.709 19.378 0.012 -0.143 0.17
Si 7.933 16.339 19.215 0.083 -0.234 0.078
Si 5.404 8.566 19.224 -0.152 0.079 0.319
Si 7.886 5.499 19.63 -0.004 -0.044 0.138
Si 5.336 13.597 18.994 -0.069 0.185 0.014
Si 7.908 11.283 19.282 0.062 -0.007 0.388
Si 10.747 2.411 19.458 -0.098 -0.063 0.19
Si 13.589 16.149 19.429 -0.098 0.109 0.235
Si 11.105 7.865 19.776 0.581 -0.611 0.136
Si 13.675 5.284 19.435 -0.022 -0.149 0.126
Si 10.985 13.35 19.44 -0.085 -0.119 0.212
Si 13.508 10.631 19.148 -0.089 0.082 0.142
Si 1.515 3.838 20.414 -0.224 -0.57 -0.297
Si 3.621 1.493 20.785 -0.016 0.017 -0.479
Si 1.741 9.044 20.411 -0.135 -0.053 -0.124
Si 3.738 7.721 20.601 0.451 0.244 -0.225
Si 1.703 14.575 20.566 0.085 -0.348 -0.303
Si 3.87 12.34 20.275 -0.165 -0.25 0.411
Si 6.166 4.222 20.949 0.167 0.039 -0.362
Si 9.425 0.747 20.812 -0.129 0.131 -0.209
Si 6.189 10.38 20.638 -0.001 -0.097 -0.187
Si 9.407 6.769 21.024 -0.144 -0.094 -0.089
Si 6.513 14.934 20.481 0.17 -0.115 -0.081
Si 9.581 11.969 20.904 -0.178 0.202 -0.624
Si 12.343 3.649 20.686 0.108 -0.086 0.106
Si 14.729 1.563 20.444 0.211 -0.141 -0.054
Si 12.944 8.934 20.891 -0.306 0.487 -0.386
Si 15.245 6.68 20.676 -0.269 0.299 -0.379
Si 12.643 14.356 20.883 0.074 0.142 -0.008
Si 14.792 12.178 20.29 0.097 -0.082 -0.143
Si 14.358 13.596 25.561 0.094 -0.038 -0.075
Si 4.821 6.269 22.969 -0.011 0.188 0.018
Si 0.104 5.748 22.506 0.126 -0.337 0.213
Si 2.246 12.435 26.365 0.035 0.073 0.071
Si 13.144 6.239 24.801 0.027 -0.071 0.407
Si 0.299 12.691 24.168 -0.162 -0.081 0.247
Si 8.961 14.531 22.317 0.023 0.129 0.05
Si 8.66 3.661 25.139 0.066 0.209 0.208
Si 2.151 5.336 27.59 -0.076 -0.081 0.087
Si 8.509 9.524 22.426 -0.189 0.183 -0.002
Si 0.833 15.659 23.381 -0.011 -0.062 0.292
Si 4.302 14.741 25.5 -0.086 -0.117 0.257
Si 9.762 15.593 25.097 0.123 0.097 0.25
Si 14.819 1.035 23.32 0.021 -0.05 0.186
Si 7.488 1.963 22.879 0.056 0.137 0.158
Si 11.027 9.253 31.526 -0.173 0.038 -0.21
Si 16.279 10.35 22.455 -0.113 0.282 -0.071
Si 2.189 0.37 25.65 -0.031 0.109 0.309
Si 7.525 9.406 27.856 0.092 -0.11 -0.003
Si 2.517 9.215 26.497 0.059 0.244 0.105
Si 15.068 3.872 24.574 -0.002 -0.084 0.376
Si 12.872 12.536 27.872 -0.007 -0.066 -0.132
Si 10.507 16.169 28.982 -0.008 0.052 0.16
Si 10.841 4.871 23.145 0.105 -0.174 0.086
Si 6.917 6.306 25.245 0.048 0.003 0.306
Si 8.996 8.755 25.348 -0.008 -0.095 0.195
Si 7.818 12.279 28.779 -0.084 -0.052 0.079
Si 5.117 16.297 22.79 -0.066 -0.157 0.128
Si 12.519 15.517 23.787 0.208 -0.039 0.245
Si 13.774 5.202 31.383 0.004 -0.197 -0.248
Si 13.819 8.952 23.711 -0.216 0.134 0.282
Si 13.328 15.347 28.784 0.06 0.104 0.032
Si 11.994 8.57 25.965 -0.05 0.02 0.215
Si 0.486 14.694 27.309 0.124 -0.161 0.264
Si 11.977 14.786 33.904 -0.117 0.143 -0.223
Si 2.215 6.804 24.686 0.17 0.036 0.243
Si 6.533 7.554 29.966 0.019 0.099 -0.012
Si 0.717 2.801 26.756 0.082 -0.136 0.008
Si 1.456 10.286 30.697 -0.1 0.113 -0.195
Si 3.717 11.958 29.719 0.036 -0.039 0.049
Si 4.122 3.84 29.301 0 -0.042 -0.084
Si 4.954 16.265 30.193 0.134 -0.023 0.037
Si 5.228 7.73 27.326 0.181 -0.013 -0.069
Si 15.702 0.603 28.625 0.024 -0.102 0.039
Si 5.571 10.113 31.413 0.054 -0.057 -0.225
Si 9.969 13.711 27.553 -0.01 0.059 0.033
Si 14.53 2.105 31.21 -0.123 0.023 -0.213
Si 8.854 1.486 27.12 0.021 0.054 0.014
Si 6.59 4.602 30.767 0.012 0.195 -0.358
Si 1.42 9.665 33.536 0.031 -0.121 -0.188
Si 8.597 11.134 31.432 -0.029 -0.109 -0.124
Si 12.994 9.991 33.693 -0.079 -0.067 -0.336
Si 14.527 7.651 29.792 0 -0.051 -0.014
Si 3.781 1.52 34.23 0.272 -0.055 0.024
Si 15.404 9.573 31.991 0.139 -0.006 -0.337
Si 1.111 7.963 28.814 0.013 0.11 0.056
Si 0.386 1.256 33.091 -0.005 0.146 0
Si 4.594 11.811 33.754 0.021 0.05 -0.245
Si 2.984 1.911 31.335 -0.187 -0.052 -0.172
Si 6.523 2.167 29.05 0.098 0.022 -0.093
Si 8.834 6.618 34.052 0.015 0.246 -0.217
Si 6.914 4.328 33.873 0.051 -0.256 0.099
Si 5.288 13.925 28.164 0.078 -0.07 -0.035
Si 4.217 14.133 31.97 0.25 -0.125 -0.117
Si 11.313 6.228 32.692 0.143 0.024 -0.346
Si 1.907 15.39 33.698 -0.178 -0.332 -0.473
Si 9.642 12.833 33.923 -0.181 0.028 -0.049
Si 15.141 5.665 34.129 -0.096 -0.095 -0.058
Si 12.355 0.058 31.271 -0.041 0.008 -0.105
Si 12.505 9.635 28.712 0.016 -0.089 -0.067
O 1.527 14.215 34.754 -0.033 0.012 -0.169
O 14.834 14.886 0.269 0.251 -0.087 0.053
O 2.48 4.653 34.808 0.245 -0.335 0.151
O 2.734 0.228 34.372 0.278 0.362 0.229
O 13.601 8.447 28.737 -0.087 0.067 -0.306
O 0.352 5.927 34.107 -0.014 -0.3 -0.07
O 15.973 7.617 29.11 0.028 -0.189 0.042
O 2.612 8.748 34.155 -0.03 0.172 -0.107
O 0.75 10.633 34.66 0.006 -0.026 -0.021
O 0.135 8.817 32.918 0.035 -0.139 0.208
O 3.105 12.051 34.422 -0.226 -0.104 0.016
O 3.776 14.021 0.236 -0.029 0.056 0.276
O 6.764 15.274 35.553 -0.198 0.111 -0.073
O 5.206 0.955 34.835 -0.151 -0.237 -0.442
O 7.932 3.223 34.534 0.096 0.296 0.168
O 5.022 4.709 30.344 0.074 -0.091 0.132
O 4.514 6.92 35.073 0.24 -0.282 0.628
O 5.548 4.408 34.772 -0.011 -0.003 -0.056
O 7.416 5.87 34.01 0.192 0.342 0.102
O 8.552 8.216 34.277 -0.166 -0.418 0.378
O 6.96 9.669 35.66 0.095 -0.282 0.304
O 5.61 11.664 34.978 0.077 0.123 0.093
O 5.027 13.193 33.006 0.182 -0.009 0.201
O 4.727 10.744 30.145 -0.129 0.053 -0.151
O 9.67 1.369 35.35 -0.097 -0.104 0.392
O 11.455 15.644 35.169 -0.142 -0.185 0.055
O 13.552 2.297 0.29 -0.215 -0.17 0.153
O 14.656 4.144 34.511 -0.042 0.076 -0.227
O 9.6 6.287 35.466 -0.196 0.039 -0.11
O 11.836 5.88 34.231 0.062 -0.25 0.448
O 14.64 6.662 35.318 -0.013 -0.056 0.138
O 13.135 8.465 34.275 0.265 -0.159 0.339
O 8.472 13.72 34.602 -0.001 0.102 -0.065
O 10.144 11.809 35.077 0.268 -0.405 0.25
O 15.17 12.336 35.352 -0.118 -0.089 0.087
O 13.258 13.889 34.345 -0.017 -0.081 0.007
O 1.17 4.815 21.677 0.101 0.18 0.338
O 0.96 6.577 23.657 -0.513 0.115 -0.196
O 5.237 15.542 21.339 -0.197 -0.039 0.006
O 2.455 2.634 21.051 0.113 0.193 0.141
O 0.995 9.327 21.879 0.23 -0.306 0.173
O 0.694 11.633 23.022 0.013 -0.139 0.142
O 3.494 6.191 20.063 -0.179 -0.19 -0.136
O 4.473 7.602 22.086 -0.283 0.081 -0.181
O 0.963 14.14 23.939 -0.036 0.085 -0.229
O 1.569 13.454 27.538 -0.096 0.005 0.063
O 2.833 13.406 21.117 -0.265 0.314 -0.725
O 1.026 15.491 21.775 0.015 -0.176 0.098
O 7.772 2.559 24.354 -0.17 -0.214 0.046
O 6.922 3.136 21.923 0.027 0.122 -0.005
O 12.19 14.603 22.476 0.008 -0.057 -0.164
O 8.892 1.499 22.187 0.078 0.058 -0.118
O 4.914 11.359 21.199 0.244 -0.055 -0.684
O 6.978 9.952 22.027 0.034 -0.104 0.231
O 9.837 5.642 22.14 -0.387 0.077 0.069
O 8.73 7.997 21.904 -0.161 -0.068 -0.228
O 4.812 15.187 23.992 -0.11 0.329 -0.28
O 4.015 1.036 22.352 -0.095 -0.053 -0.287
O 9.558 13.015 22.199 0.076 0.031 0.15
O 9.624 10.484 21.674 0.354 0.193 0.128
O 11.769 3.893 22.23 0.237 0.137 -0.107
O 13.57 2.599 20.989 0.059 -0.152 -0.087
O 15.516 1.293 21.873 0.291 -0.136 -0.041
O 15.838 16.313 23.936 -0.149 -0.023 -0.175
O 12.802 9.401 22.483 0.127 -0.095 0.143
O 11.662 9.339 27.355 -0.089 -0.08 -0.015
O 14.306 8.02 21.027 -0.084 -0.103 0.02
O 10.162 9.025 19.099 0.085 0.389 0.152
O 13.891 13.275 21.151 -0.05 0.028 -0.145
O 9.833 15.607 21.396 0.077 0.346 0.004
O 15.294 9.636 23.55 0.126 0.156 0.227
O 15.382 10.997 21.271 0.012 -0.032 -0.007
O 1.066 15.819 26.308 -0.115 -0.011 -0.169
O 13.378 14.748 24.953 -0.084 0.211 0.074
O 6.226 6.422 23.781 0.149 -0.064 -0.373
O 3.568 6.16 24.013 0.212 -0.302 -0.032
O 15.544 4.642 23.239 0.023 0.004 -0.49
O 15.42 1.383 30.033 0.077 -0.167 0.124
O 1.203 4.011 27.728 -0.185 0.108 0.189
O 2.814 10.857 26.567 0.164 -0.23 0.255
O 14.027 7.311 23.902 0.025 0.031 -0.034
O 12.636 7.057 26.138 0.159 0.077 -0.161
O 15.515 14.162 26.581 0.045 0.248 0.007
O 2.007 0.194 24.033 0.067 -0.121 -0.399
O 1.47 1.786 31.944 -0.112 0.129 0.007
O 3.631 16.135 26.087 0.048 0.07 -0.127
O 6.508 0.684 23.111 -0.13 -0.066 0.322
O 5.084 5.004 21.958 0.135 -0.209 -0.167
O 5.713 6.513 26.343 -0.049 -0.21 -0.182
O 2.277 8.434 25.047 0.101 0.059 -0.02
O 8.597 9.663 24.054 0.115 0.014 -0.248
O 8.767 9.485 26.803 0.179 0.074 0.037
O 3.302 13.406 25.521 0.238 0.117 -0.148
O 0.909 12.061 25.52 0.064 -0.233 -0.119
O 7.46 14.346 21.704 -0.239 0.062 -0.018
O 5.482 14.292 26.57 -0.138 -0.202 0.07
O 8.849 15.03 23.87 -0.087 -0.059 -0.364
O 11.167 16.133 24.467 0.203 0.218 -0.296
O 13.353 0.371 23.2 -0.278 -0.057 -0.027
O 14.538 2.384 24.189 -0.312 0.068 -0.093
O 11.835 5.883 23.914 -0.002 0.292 -0.026
O 9.945 4.098 24.253 0.033 0.014 0.099
O 9.461 9.736 31.44 0.224 -0.089 0.262
O 13.059 9.454 25.083 0.223 0.223 -0.268
O 13.652 13.77 28.598 0.293 -0.121 0.269
O 15.081 12.829 24.311 0.036 -0.097 -0.267
O 3.603 4.776 28.081 -0.133 0.164 0.071
O 1.97 1.928 26.112 0.035 0.103 0.176
O 8.112 7.393 25.36 0.062 0.01 -0.306
O 3.751 8.345 27.134 0.007 0.092 -0.217
O 2.058 5.94 26.082 -0.1 0.1 -0.293
O 1.233 8.894 27.472 -0.185 -0.087 -0.156
O 7.724 8.352 29.122 -0.056 0.135 0.162
O 5.855 8.515 31.129 0.055 -0.016 -0.037
O 2.184 11.367 29.7 -0.003 -0.126 -0.196
O 1.733 8.787 30.086 -0.049 0.025 0.187
O 9.574 14.849 28.699 -0.132 0.212 0.128
O 5.056 2.707 28.566 -0.185 0.152 -0.164
O 9.23 2.947 26.497 0.021 0.067 -0.095
O 7.356 1.612 27.766 -0.178 0.046 -0.203
O 7.147 6.152 30.581 0.285 -0.093 -0.048
O 7.651 4.879 25.523 0.036 -0.099 -0.088
O 7.141 10.848 28.466 0.041 0.044 -0.154
O 6.226 8.967 26.994 0.008 0.085 0.157
O 6.642 13.409 28.924 0.134 0.094 0.006
O 8.718 12.687 27.499 0.017 -0.01 -0.203
O 5.245 15.3 31.484 -0.138 -0.059 -0.04
O 10.14 14.363 26.087 0.245 -0.129 -0.214
O 9.868 1.117 28.347 0.072 -0.029 0.141
O 13.373 15.53 30.4 0.076 0.073 0.011
O 12.157 5.21 31.722 -0.297 0.079 0.099
O 14.008 6.135 30.063 -0.036 0.15 -0.212
O 11.576 9.515 30.024 -0.077 -0.1 0.118
O 10.572 8.403 25.195 0.045 -0.159 -0.364
O 9.038 12.018 32.686 0.286 0.32 0.242
O 13.941 4.874 25.245 -0.254 -0.043 0.014
O 13.168 11.125 28.628 -0.086 -0.084 -0.11
O 10.829 13.78 33.344 0.184 -0.12 -0.289
O 13.432 12.499 26.341 -0.204 -0.226 -0.144
O 0.222 15.611 28.683 0.011 0.153 0.122
O 16.228 1.745 27.603 -0.018 -0.034 -0.002
O 12.985 1.563 31.278 -0.049 -0.185 -0.024
O 0.513 16.011 33.1 0.151 -0.305 0.212
O 4.788 15.3 28.885 -0.2 -0.076 -0.093
O 1.812 6.512 28.656 -0.03 -0.163 0.003
O 11.778 10.186 32.627 0.247 0.01 -0.012
O 16.281 3.586 25.611 0.16 0.113 -0.215
O 14.509 8.472 31.203 0.113 -0.09 0.1
O 2.055 10.431 32.217 -0.034 -0.091 0.37
O 2.841 14.766 32.528 -0.443 0.356 -0.016
O 3.738 13.184 30.758 0.095 -0.066 -0.058
O 16.221 10.499 30.879 0.062 0.069 0.089
O 2.977 3.163 30.273 0.118 -0.04 0.321
O 3.963 2.03 32.66 0.118 0.053 0.369
O 6.218 0.894 30.046 0.146 -0.055 0.024
O 3.528 0.633 30.45 -0.246 0.016 0.134
O 7.282 3.431 29.809 -0.119 -0.043 -0.035
O 5.365 7.219 28.869 -0.012 -0.012 0.062
O 8.966 0.34 25.952 0.014 -0.151 -0.012
O 14.292 0.022 28.046 -0.169 -0.117 -0.037
O 4.747 10.496 32.775 -0.086 0.126 0.259
O 4.193 12.668 28.302 -0.14 -0.191 -0.241
O 8.77 12.081 30.097 0.164 -0.05 0.034
O 7.022 10.808 31.547 -0.105 0.115 -0.001
O 14.36 3.721 31.032 0.016 0.105 -0.188
O 10.868 0.046 30.559 -0.134 0.042 0.052
O 15.298 1.733 32.602 0.026 -0.274 0.27
O 12.322 15.878 32.763 -0.139 0.15 0.314
O 6.73 4.04 32.288 0.156 -0.302 0.171
O 9.686 6.03 32.782 -0.437 0.129 0.15
O 14.387 10.433 32.942 -0.208 -0.004 0.445
O 14.575 5.898 32.626 0.213 0.163 0.015
O 11.88 15.787 28.183 -0.058 0.19 -0.296
O 11.276 12.829 27.934 -0.073 -0.207 -0.184
O 12.613 10.832 35.029 0.09 0.164 0.012
O 11.37 7.727 32.003 0.033 -0.217 -0.138
Si 0.009 16.341 5.611 0.011 0.027 -0.013
Si 2.786 2.633 5.648 -0.06 0.082 -0.041
Si 16.378 5.443 5.582 -0.002 -0.098 -0.111
Si 2.714 8.152 5.527 0.029 0.006 -0.041
Si 0.022 10.859 5.525 -0.003 0.011 -0.108
Si 2.78 13.584 5.583 -0.014 -0.055 0.005
Si 5.412 0.017 5.56 -0.01 -0.051 -0.031
Si 8.209 2.764 5.545 0.03 0.05 0.008
Si 5.471 5.449 5.525 -0.021 0.059 -0.028
Si 8.193 8.181 5.502 -0.029 0.013 -0.056
Si 5.486 10.88 5.496 0.049 0.041 -0.048
Si 8.22 13.657 5.574 0.006 0.048 -0.039
Si 10.948 0.013 5.619 0.026 0.063 -0.01
Si 13.643 2.763 5.686 0.02 -0.043 -0.005
Si 10.907 5.487 5.573 0.034 -0.001 -0.059
Si 13.643 8.232 5.609 0.047 0.034 -0.047
Si 10.958 10.934 5.567 0.008 0.073 -0.053
Si 13.691 13.642 5.546 -0.029 -0.016 -0.056
Si 1.363 1.305 6.987 0.004 -0.032 -0.027
Si 4.129 4.078 6.937 0.064 -0.116 0.007
Si 1.354 6.801 6.934 0.033 -0.007 -0.016
Si 4.097 9.528 6.882 -0.018 -0.002 -0.005
Si 1.365 12.231 6.918 0.018 0.011 -0.022
Si 4.103 15 6.942 -0.005 0 -0.029
Si 6.82 1.377 6.907 -0.02 -0.015 -0.05
Si 9.55 4.112 6.943 -0.054 0.012 -0.015
Si 6.824 6.824 6.896 -0.034 0.024 -0.004
Si 9.557 9.545 6.894 -0.011 0.001 -0.019
Si 6.83 12.262 6.898 -0.019 -0.014 -0.014
Si 9.564 15.027 6.953 0.001 -0.018 -0.013
Si 12.281 1.364 7.004 -0.032 0.009 0.021
Si 15.03 4.115 7.006 -0.053 -0.016 -0.028
Si 12.274 6.836 6.948 -0.01 -0.014 -0.022
Si 15.04 9.56 6.95 -0.03 0.005 -0.003
Si 12.313 12.29 6.939 0.027 -0.042 -0.03
Si 15.031 14.982 6.959 0.041 0.006 -0.011
Si 16.384 2.694 8.328 0.041 0.03 0.015
Si 2.722 16.335 8.33 -0.06 -0.028 0.015
Si 16.378 8.158 8.31 -0.007 0.002 -0.009
Si 2.722 5.425 8.297 -0.024 0.026 -0.015
Si 16.392 13.593 8.299 -0.042 -0.016 -0.016
Si 2.726 10.87 8.284 0.015 0.049 -0.012
Si 5.468 2.712 8.313 0.024 0.067 0.008
Si 8.17 16.394 8.29 -0.012 -0.022 -0.007
Si 5.447 8.167 8.275 0.002 -0.002 -0.009
Si 8.168 5.462 8.294 0.02 -0.012 -0.005
Si 5.469 13.624 8.288 0.018 0.054 0.012
Si 8.183 10.894 8.276 -0.019 0.01 0.004
Si 10.888 2.729 8.326 0 -0.035 0.012
Si 13.648 16.357 8.32 0.031 0.025 -0.01
Si 10.893 8.181 8.299 0.034 -0.004 0.013
Si 13.621 5.46 8.335 0.044 -0.011 0.02
Si 10.921 13.637 8.307 0.008 0.017 0.004
Si 13.65 10.904 8.312 0.054 0.059 0.019
Si 1.344 4.066 9.682 -0.021 -0.041 -0.003
Si 4.084 1.335 9.664 0.017 -0.026 -0.018
Si 1.345 9.519 9.669 0 -0.034 -0.005
Si 4.085 6.799 9.658 0.01 -0.001 -0.006
Si 1.332 14.972 9.672 0.024 0.006 0.007
Si 4.081 12.256 9.643 -0.033 -0.024 -0.01
Si 6.823 4.084 9.671 -0.018 -0.032 0.011
Si 9.525 1.351 9.678 0.005 0.03 0.011
Si 6.813 9.528 9.651 -0.006 0.02 -0.005
Si 9.535 6.805 9.67 -0.038 0.003 0
Si 6.817 15.009 9.659 0.004 -0.03 0.011
Si 9.542 12.259 9.66 -0.01 -0.009 -0.004
Si 12.255 4.077 9.695 -0.016 0 0.005
Si 14.995 1.329 9.686 -0.006 -0.045 0
Si 12.266 9.529 9.668 -0.023 -0.003 -0.006
Si 14.995 6.807 9.694 -0.012 -0.012 0.007
Si 12.271 14.999 9.686 -0.005 -0.015 0.006
Si 15.007 12.258 9.678 0.005 -0.005 0.004

Results
total energy: -115453.868 eV
total energy less fixed offsets of O -438.35, Si -107.03 eV per atom: 12.472 eV
